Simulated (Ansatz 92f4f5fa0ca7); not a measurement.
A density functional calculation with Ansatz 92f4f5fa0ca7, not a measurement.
Periodic cell of 322 atoms, Si176O146, from a study of silicon, its oxide and their interface. The atomic structure is a simulated model.
Doubt: the cutoff is low for norm-conserving oxygen, so forces and energies are approximate.

Settings
functional: PBE
potential files: PseudoDojo norm-conserving
basis: plane waves
wave-function cutoff: 850 eV
density cutoff ratio: 4
exchange-correlation grid ratio: 1
k mesh: 1 x 1 x 1, Gamma-centred
self-consistency stop: 5e-08 eV per atom in the density residual
occupations: fixed
spin: none
net charge: 0

Cell vectors (angstrom)
a 15.3871 0 -0.0121
b 0 15.3871 0.0096
c -0.5902 -0.8756 22.0902

Atoms: element, x, y, z (angstrom)
Si -2.4444 -1.5878 14.7953
Si -2.5845 3.4641 14.6745
Si -2.6496 6.6195 14.617
Si -2.5953 -4.0226 14.8427
Si 1.2762 -1.2387 14.5267
Si 1.3315 3.2643 14.7664
Si 1.7972 6.3229 14.2256
Si 1.3829 -4.3919 14.6888
Si 5.0376 -0.6939 14.5527
Si 4.7146 2.4644 14.3339
Si 5.2364 6.9668 14.7834
Si 5.2562 10.1069 14.7953
Si 8.9832 -0.4531 14.4904
Si 9.1773 2.7214 14.6318
Si 9.0647 7.1583 14.869
Si 7.2058 10.5973 15.9723
Si -0.5748 -0.9257 15.9876
Si -0.6475 3.0887 15.966
Si -0.6971 6.9176 15.8766
Si -0.609 10.6856 15.9307
Si 3.1626 -0.9239 15.9167
Si 3.1938 2.9104 16.0544
Si 3.2952 6.6942 15.9968
Si 3.2969 10.6064 16.0087
Si 7.0641 -0.8646 15.796
Si 7.2435 3.0535 15.8953
Si 7.1463 6.8135 16.0974
Si 9.2152 10.2675 14.7507
Si 10.9347 -0.9128 15.8327
Si 10.9974 3.0294 16.0421
Si 10.9808 6.8894 16.1295
Si 11.023 10.6657 16.1987
Si -0.0423 1.9601 -4.8417
Si 0.0282 5.8764 -4.7321
Si -0.0455 9.6386 -4.7543
Si 0.0153 -1.9576 -4.7196
Si 3.7513 1.8488 -4.7636
Si 3.9145 5.7013 -4.6845
Si 3.7789 9.5356 -4.7679
Si 3.8662 -1.9529 -4.7963
Si 7.6631 1.9405 -4.8969
Si 7.7545 5.7535 -4.6973
Si 7.7649 9.6117 -4.6641
Si 7.7157 -1.8984 -4.9069
Si 11.5889 1.8953 -4.8222
Si 11.5653 5.8067 -4.6568
Si 11.6478 9.6324 -4.562
Si 11.4852 -1.8559 -4.7192
Si -1.9051 1.9725 -3.3925
Si -1.8802 5.7889 -3.2851
Si -1.8503 9.5744 -3.2148
Si -1.9335 -1.8895 -3.38
Si 1.8383 1.8372 -3.4263
Si 1.9561 5.7801 -3.3435
Si 1.8851 9.6197 -3.3781
Si 1.9447 -2.0392 -3.4216
Si 5.7509 2.0039 -3.5172
Si 5.8224 5.7031 -3.3265
Si 5.7619 9.5315 -3.4515
Si 5.8119 -1.8181 -3.5308
Si 9.6063 1.8918 -3.5103
Si 9.6471 5.8379 -3.326
Si 9.6763 9.6873 -3.2806
Si 9.565 -1.9435 -3.4421
Si -1.8831 0.0657 -2.0525
Si -1.8872 3.8477 -1.8989
Si -1.9067 7.6315 -1.8182
Si -1.9223 11.5642 -1.9781
Si 1.8751 -0.1466 -2.1042
Si 1.8922 3.7646 -2.0888
Si 1.9637 7.7532 -1.9733
Si 1.9119 11.5167 -1.9467
Si 5.7573 0.1494 -2.1794
Si 5.7683 3.7862 -1.9368
Si 5.8077 7.6215 -2.0017
Si 5.8143 11.5675 -2.3318
Si 9.608 -0.061 -2.131
Si 9.6054 3.8272 -2.1505
Si 9.6728 7.7904 -1.9483
Si 9.644 11.6224 -1.9288
Si 0.01 -0.1138 -0.6519
Si 0.1003 3.7613 -0.5401
Si 0.077 7.6695 -0.5344
Si -0.0452 -3.8085 -0.5545
Si 3.8242 0.0314 -0.8165
Si 3.7575 3.7269 -0.6402
Si 3.9153 7.7057 -0.5752
Si 4.0092 -3.8354 -0.8957
Si 7.6615 0.0699 -0.8293
Si 7.7754 3.8425 -0.6429
Si 7.7431 7.7179 -0.6254
Si 7.588 -3.7796 -0.813
Si 11.5539 -0.0304 -0.7606
Si 11.4425 3.8449 -0.6968
Si 11.4996 7.7179 -0.4473
Si -3.799 -3.7746 -0.5343
Si 0.6552 1.7176 0.6426
Si 0.8632 5.7271 0.5764
Si -0.3831 9.6298 0.7375
Si -0.6977 -1.9309 0.7671
Si 3.1068 1.7799 0.6256
Si 3.2794 5.6984 0.5621
Si 3.1951 8.6998 4.441
Si 4.5887 -1.8963 0.2757
Si 8.4125 1.8646 0.4712
Si 8.3788 5.7935 0.6216
Si 7.1127 9.7063 0.4978
Si 6.9497 -1.8139 0.3373
Si 10.8091 1.8546 0.4028
Si 10.8353 5.7091 0.6462
Si -3.5838 9.6999 0.9195
Si -3.1777 -1.8201 0.6868
Si -0.5496 1.9748 3.4649
Si -0.4779 4.8394 3.0581
Si 0.174 9.0081 3.587
Si 1.0565 -2.0825 3.3889
Si 4.0948 1.2992 2.7145
Si 4.1963 6.1818 3.5114
Si 4.6957 9.744 0.4364
Si 3.9944 -1.7908 2.4741
Si 7.0345 2.1852 3.1995
Si 7.2421 5.3334 3.5333
Si 7.7081 10.389 2.6904
Si 7.8731 -1.8393 2.4531
Si -3.7309 2.3116 3.3861
Si -3.393 5.1852 2.6386
Si 10.7123 10.3288 3.0393
Si 10.8888 -1.8539 2.6403
Si -0.2797 4.7911 10.6607
Si -3.655 1.1984 10.3567
Si -2.7545 8.057 7.0546
Si 3.5445 2.3273 5.5216
Si 0.4447 11.104 5.4324
Si 9.0561 1.4523 9.6631
Si 4.816 10.7949 3.3219
Si -3.5677 10.6588 5.8668
Si -2.367 6.1474 9.248
Si -1.7774 6.8558 4.3734
Si 5.2084 -1.8494 11.657
Si 0.0685 -0.1552 5.5556
Si 3.657 -1.4525 9.1792
Si 3.1853 5.1002 6.211
Si -1.6928 -2.7013 9.4987
Si 1.9566 2.6271 10.063
Si 1.579 7.0733 11.2926
Si 4.6351 3.4234 11.3844
Si 10.7473 -0.2334 8.0034
Si 6.3303 -0.8031 7.884
Si -3.1839 7.6933 11.7005
Si 7.2352 8.3486 7.6322
Si 9.7151 10.2621 7.9469
Si -1.6717 2.5245 12.0244
Si -3.4878 10.2012 10.1271
Si 5.6942 3.7971 6.8249
Si 1.9626 9.8007 7.7362
Si 1.2911 -3.4614 9.726
Si 0.9784 1.0942 12.5079
Si 2.6345 7.01 8.4366
Si 4.4197 8.737 7.2191
Si 10.6434 -0.0021 5.0414
Si 8.7206 4.9275 12.6067
Si 8.2343 -1.0046 11.4928
Si 8.9026 -2.3789 9.0048
Si 8.0905 5.6067 6.3121
Si -3.1333 -1.2683 11.9606
Si 10.9223 -3.8722 12.5859
Si -1.6837 -2.4164 6.496
Si 2.0967 0.7829 7.649
Si 5.6569 5.4621 12.0348
Si 1.968 9.9831 11.8792
Si 6.328 2.1079 9.2874
Si 7.506 -0.1824 4.9966
Si 5.0559 10.5329 11.8661
Si 6.6292 8.0318 10.7208
Si 10.474 6.3211 7.9391
Si 9.4567 6.921 10.7973
O 0.44 7.0985 14.6807
O 6.0867 3.2443 14.7233
O 0.0198 1.2676 2.118
O 0.5674 5.7071 2.1984
O 0.465 9.6606 2.1327
O 1.6156 8.5158 4.145
O -0.1905 -1.98 2.3468
O 2.3909 -1.9962 2.5086
O 5.5537 1.9878 2.6014
O 3.8038 5.4856 2.1097
O 5.7343 5.8221 3.8448
O 4.2267 10.2351 1.9221
O 8.0731 1.6754 2.0684
O 7.7621 5.9369 2.1338
O 9.1552 9.7798 3.184
O 9.3987 -1.286 2.275
O -2.1466 2.0856 3.4719
O 11.1966 1.6713 1.9769
O -1.8676 4.7247 2.184
O -1.9544 9.6635 1.2084
O -2.1633 -1.0853 13.2413
O -2.6602 2.5678 13.3055
O -2.6786 5.0325 14.1979
O -2.7002 7.5195 13.2376
O 11.1022 -2.2768 12.4611
O -3.116 10.9265 13.3336
O 1.5158 9.9888 13.4271
O 1.3352 -2.8369 14.1399
O 1.2459 -0.3887 13.1146
O 1.4928 2.1566 13.5969
O -2.3268 -4.19 9.5901
O 2.286 6.8072 12.741
O 1.4474 -4.0199 11.2308
O 4.8159 -1.6151 13.2155
O 5.0303 0.8846 14.1278
O 4.2009 2.9631 12.8836
O 5.6953 2.3359 10.7599
O 7.2003 4.2729 6.5354
O 5.1201 5.9786 13.4917
O 5.3367 10.9226 13.4044
O 5.2113 8.5377 14.3034
O 6.6447 -1.1802 11.4524
O 6.1007 9.424 11.3427
O 9.1349 1.1464 14.2117
O 8.745 -1.1004 13.017
O 0.8901 3.8058 10.2169
O 9.2281 3.5243 13.2064
O 9.0954 6.0855 13.6642
O 5.2203 -3.4022 11.1578
O 0.1565 3.4201 3.4141
O -1.2933 -1.0224 5.7617
O -0.8457 5.5365 4.4592
O -2.0624 7.5347 8.4334
O 1.0289 -0.9267 4.5103
O 1.1229 -3.4555 4.2208
O 3.3007 1.9545 3.9723
O 4.3046 -0.294 3.0385
O 3.2119 5.717 4.7102
O 4.0013 7.7827 3.3651
O 3.7654 10.2173 4.3912
O 4.7688 -2.964 3.3209
O 7.2563 1.3473 4.5523
O 7.2961 3.735 3.4744
O 8.2227 5.8374 4.7155
O -0.9631 7.879 3.4242
O 7.9581 -3.4129 2.7649
O 9.4348 0.7101 8.2581
O 10.8744 1.5297 4.5525
O 1.3248 8.6677 11.1882
O 11.3304 3.9063 3.4069
O -3.1868 6.4467 3.6619
O 10.7522 -3.4337 2.9907
O -3.8327 9.9759 4.4071
O 7.3942 6.8954 6.9704
O 11.3325 -1.0099 3.9661
O 10.4086 2.1221 10.2316
O -1.0621 4.0058 11.8402
O 4.7122 5.073 6.7668
O 5.1127 2.7281 5.7392
O 1.5359 10.2806 6.2634
O -0.3513 -3.3427 6.4503
O 0.7666 0.1286 6.987
O -3.819 0.1382 11.5754
O 0.2194 6.2022 11.2772
O 3.5828 10.0095 7.7987
O 9.0856 -0.3555 5.2893
O 6.5995 -0.5296 6.298
O 9.6473 6.9476 9.1905
O 10.9122 9.6965 8.9165
O 8.6152 9.1635 7.5112
O -1.9571 7.3718 5.8526
O 10.5954 7.7116 11.6108
O 10.3951 10.8409 6.5987
O -1.1421 5.1065 9.3189
O -3.6567 5.4685 8.5286
O -2.068 -2.1186 8.0341
O -2.3283 -1.8173 10.6836
O 6.2127 0.5966 8.7116
O 8.9083 -3.9476 8.6805
O 2.6453 3.5861 6.001
O 2.3183 5.831 7.3614
O 5.6736 6.7709 11.0649
O 1.1227 10.6458 8.7878
O 1.8133 2.0996 8.5418
O 2.7717 -0.2345 8.6644
O 9.5314 5.4045 7.0141
O 6.7766 8.2236 9.1519
O 8.9089 -2.1787 10.6111
O 10.2646 -1.733 8.3888
O 8.5547 0.4069 10.7879
O 9.1209 8.6934 14.2827
O 7.5733 -1.6878 8.4069
O -2.4102 2.1569 10.6414
O -0.1946 1.2636 4.8537
O 10.8632 10.9224 11.1157
O -0.5972 1.3521 12.2906
O 3.5739 9.9165 11.6946
O 1.4573 4.7385 14.0723
O 3.3692 3.3376 10.3825
O 4.1539 -1.1133 10.6824
O 7.1518 -1.1281 3.7238
O 11.316 -0.1892 6.5002
O 5.5989 3.1294 8.2843
O 3.138 1.0815 6.4509
O 4.1748 7.5271 8.2839
O 9.4585 5.3527 11.2328
O 7.8969 2.5166 9.3743
O -2.6718 6.4567 10.8045
O 1.7199 1.3884 11.0996
O 9.5666 -4.2239 13.4057
O 8.1047 7.6665 11.2648
O -0.489 10.0385 4.6539
O 5.9635 9.0759 6.9159
O -2.8473 -3.2739 5.7534
O -3.4792 0.3506 8.9867
O 6.327 10.2032 3.5693
O 2.6313 -2.7039 9.2386
O 3.6342 8.1893 5.9065
O 11.0911 7.5335 7.0424
O 2.4228 6.5884 9.9882
O 1.6441 8.2408 8.0426
O 7.1448 4.8749 12.3134
O -2.6752 9.6472 6.7793
O -0.0832 -2.6225 9.6546
O 4.9442 -1.6172 8.1816
O -2.7058 9.0467 10.9542

Results
free energy: -86211.221 eV
free energy less fixed offsets of O -452.00, Si -114.88 eV per atom: -0.341 eV

Forces (eV/angstrom), in the order of the atoms: element, x, y, z
Si -0.1295 -0.1535 0.434
Si 0.0543 -0.1006 0.4696
Si 0.0358 0.1412 0.4133
Si 0.1627 0.112 0.5043
Si -0.0173 0.1833 0.5182
Si -0.0201 -0.0031 0.4889
Si 0.2662 -0.0406 0.2731
Si -0.052 -0.0564 0.5969
Si 0.0665 -0.153 0.5385
Si -0.2442 0.0544 0.2513
Si 0.0247 -0.0769 0.4408
Si 0.0147 0.0395 0.6018
Si 0.0025 -0.1782 0.5529
Si -0.0768 0.1367 0.4911
Si -0.0283 -0.0946 0.512
Si -0.02 0.0465 0.0039
Si -0.0168 0.0538 0.0012
Si -0.0232 -0.0317 0.0773
Si -0.243 -0.0175 0.3077
Si -0.0174 -0.0267 -0.0764
Si 0.0054 -0.0329 0.0075
Si -0.0478 -0.0089 0.1105
Si -0.0152 0.0325 0.0579
Si 0.0362 -0.0094 0.0283
Si 0.0135 -0.0199 0.0021
Si 0.3091 -0.0545 0.243
Si 0.0006 0.0078 0.0642
Si -0.0345 0.085 0.5008
Si 0.0131 0.0487 0.0392
Si -0.0336 -0.0344 0.0765
Si 0.0429 -0.0194 0.065
Si 0.0792 0.0153 0.0486
Si -0.0027 0.0048 -0.0402
Si -0.0271 0.0128 0.0057
Si 0.0216 0.0167 -0.0197
Si -0.0621 0.0117 -0.0428
Si 0.0367 -0.0199 -0.0031
Si -0.0051 -0.0253 0.0353
Si 0.0123 0.0114 0.0357
Si -0.0154 -0.0123 0.0148
Si -0.003 -0.0159 0.032
Si -0.0006 -0.0016 0.0109
Si 0.0179 0.0175 0.0585
Si 0.0132 -0.025 -0.0262
Si -0.0167 -0.0225 -0.0044
Si 0.032 -0.0118 0.013
Si -0.0423 -0.0044 0.0011
Si -0.0377 -0.0013 -0.0382
Si -0.0482 0.0216 -0.025
Si -0.0086 -0.0225 -0.0195
Si -0.0081 -0.0148 0.0722
Si 0.0094 -0.0301 0.0569
Si 0.0074 0.0348 0.0297
Si -0.0301 -0.0024 0.0004
Si 0.0155 -0.0043 0.0026
Si 0.0486 -0.0441 -0.0354
Si -0.0006 0.1009 -0.0498
Si -0.0306 -0.0024 0.0077
Si 0.0176 -0.013 -0.0042
Si -0.0135 0.0123 0.0092
Si 0.0073 0.0305 -0.0478
Si 0.0346 0.024 0.0391
Si -0.0285 -0.0043 -0.0576
Si -0.0313 0.0187 -0.003
Si 0.001 0.0092 0.0447
Si 0.0214 -0.0304 0.0202
Si -0.0137 0.0786 0.0121
Si -0.021 -0.0312 -0.0059
Si -0.0021 0.0076 0.0639
Si 0.018 0.0016 0.043
Si 0.013 -0.0648 0.0844
Si -0.0237 0.003 0.022
Si -0.0102 -0.0815 0.063
Si -0.0052 0.0219 0.0599
Si 0.0759 0.0705 0.0875
Si -0.0149 0.0512 0.0427
Si -0.0404 0.0335 0.0097
Si -0.02 -0.0741 0.0193
Si 0.0167 -0.092 0.0594
Si 0.0208 0.0151 0.0307
Si -0.0717 -0.0528 -0.0807
Si -0.0363 -0.0085 0.0409
Si 0.019 -0.0613 -0.0275
Si 0.0316 0.0381 0.0296
Si 0.0373 0.0018 -0.043
Si 0.0095 -0.0131 0.0124
Si -0.0353 0.0272 0.0201
Si -0.0288 -0.0221 -0.0182
Si 0.0274 0.0339 -0.0835
Si -0.004 0.035 0.0659
Si -0.0327 0.054 -0.0003
Si -0.0105 -0.0327 0.0035
Si 0.0405 -0.0363 -0.0619
Si 0.0492 -0.0141 0.005
Si -0.0061 -0.0416 -0.0378
Si -0.0334 -0.007 -0.0301
Si 0.2427 0.0804 -0.3989
Si 0.0609 0.0293 -0.5616
Si 0.1373 -0.0246 -0.6555
Si -0.1825 0.0811 -0.4112
Si -0.0401 0.0396 -0.1056
Si -0.1061 0.0253 -0.4976
Si -0.043 0.0643 -0.092
Si -0.0212 0.0233 -0.2049
Si 0.0689 0.0408 -0.5272
Si 0.2106 0.0091 -0.523
Si 0.0393 -0.1006 0.0181
Si -0.0251 0.0957 -0.1282
Si -0.0824 0.0967 -0.5007
Si -0.0124 0.0495 -0.0723
Si -0.3744 -0.0031 -0.0927
Si 0.0662 0.0874 -0.0763
Si -0.012 -0.0643 -0.125
Si -0.0181 0.011 -0.2418
Si 0.0819 0.0194 -0.0732
Si -0.118 0.0501 -0.1375
Si -0.2129 0.0246 -0.4547
Si -0.0175 -0.0431 -0.1393
Si 0.13 -0.242 -0.5769
Si 0.2356 -0.1183 -0.4217
Si 0.1151 -0.0682 -0.1424
Si -0.0014 0.0051 -0.1872
Si -0.18 -0.2046 -0.5308
Si -0.2615 0.0547 -0.3908
Si -0.0568 0.0079 -0.0661
Si -0.222 0.0444 -0.4722
Si 0.1391 -0.2347 -0.4653
Si 0.2498 0.0343 -0.3574
Si 0.0041 -0.0491 0.0649
Si -0.0257 -0.0602 0.0072
Si -0.0379 -0.0054 0.0348
Si 0.0408 0.0273 -0.034
Si -0.05 0.1034 -0.04
Si 0.0155 -0.1009 -0.0011
Si 0.1894 0.0525 -0.2
Si -0.0092 -0.036 -0.1452
Si 0.0551 0.0182 -0.0069
Si -0.0978 0.0025 -0.1102
Si 0.0138 -0.0059 0.1861
Si -0.0085 -0.0486 -0.0101
Si 0.0507 -0.0475 -0.0037
Si 0.0183 -0.0046 -0.0385
Si -0.0242 -0.024 0.089
Si -0.0196 -0.074 0.0726
Si 0.0509 -0.0578 0.1394
Si 0.154 0.2954 0.0997
Si -0.0563 0.0842 0.0113
Si -0.0032 0.0536 -0.0397
Si 0.044 -0.0199 0.1993
Si 0.0285 0.0365 0.0097
Si 0.0689 -0.0206 -0.0053
Si 0.0648 0.026 0.1416
Si 0.0328 0.0402 0.0756
Si -0.0603 -0.047 -0.0178
Si 0.0631 -0.0507 -0.02
Si 0.0186 0.0867 0.032
Si 0.0101 -0.0195 0.0687
Si 0.0044 -0.007 0.0501
Si -0.006 0.0329 -0.0357
Si -0.0339 0.0248 -0.1107
Si -0.0147 0.0034 0.164
Si 0.0349 0.0642 0.1268
Si -0.0202 0.1129 0.0009
Si -0.0209 0.0004 -0.0472
Si 0.0879 -0.0394 0.1064
Si 0.0999 -0.059 0.2608
Si 0.0333 0.0046 -0.0486
Si -0.097 0.0699 -0.0385
Si -0.1845 -0.2136 -0.0493
Si 0.0232 -0.0223 0.1059
Si -0.0257 -0.0486 0.0588
Si -0.0019 -0.0717 -0.0511
Si 0.0084 -0.0257 0.0696
Si -0.024 -0.0046 0.1371
Si 0.0122 0.0208 0.0542
Si -0.011 -0.0709 0.0556
O -0.0911 0.2355 -0.0857
O 0.0983 0.1736 -0.0226
O -0.1043 -0.2953 0.0725
O 0.2358 0.2026 0.2621
O 0.3331 0.151 0.0819
O -0.0403 -0.1974 0.0598
O -0.1527 -0.0321 0.2158
O -0.1012 -0.023 -0.196
O -0.0639 0.1397 -0.1876
O 0.0405 -0.205 0.1129
O 0.0073 0.0542 0.1747
O -0.2946 0.0336 0.0656
O 0.1471 -0.1073 0.2483
O -0.1011 0.19 0.1269
O 0.0019 -0.3423 0.1759
O 0.1037 0.2917 -0.1956
O 0.0327 -0.0578 0.0787
O 0.015 -0.2259 0.126
O 0.0341 -0.1054 -0.2782
O -0.0871 -0.0036 0.2074
O 0.3525 0.1786 -0.125
O -0.2752 -0.224 -0.0304
O -0.0464 -0.0011 -0.2212
O 0.1047 0.2234 -0.0591
O -0.279 0.2117 0.0294
O 0.1754 -0.2808 -0.322
O -0.0959 -0.2646 -0.0435
O -0.0066 -0.0055 -0.2414
O 0.0511 -0.1438 -0.3078
O 0.167 -0.0688 -0.0557
O 0.1496 -0.1552 -0.1206
O 0.2982 0.1055 -0.1656
O -0.131 0.2433 0.1972
O -0.1872 -0.2353 -0.0582
O 0.0921 0.0128 -0.181
O -0.1978 0.0455 -0.1451
O 0.1107 -0.2271 0.1707
O 0.2258 -0.2185 0.0098
O -0.1446 -0.1061 -0.0606
O 0.1183 0.3688 -0.0753
O -0.0558 0.0252 -0.2361
O -0.062 0.1185 -0.1109
O 0.1528 0.0864 -0.0425
O 0.0716 0.0568 -0.2171
O 0.0428 -0.2027 -0.073
O 0.0364 0.0658 -0.1359
O 0.1707 -0.1556 -0.3018
O 0.1151 -0.0305 -0.1202
O 0.0662 -0.056 -0.3615
O 0.3935 -0.0176 0.171
O -0.2976 0.1317 -0.1126
O 0.2058 -0.1637 0.5522
O 0.3215 0.2482 0.1204
O 0.2771 0.1196 0.0731
O 0.2064 -0.1914 -0.0429
O -0.303 0.0959 -0.0033
O 0.1014 0.0568 0.3197
O -0.2985 -0.0025 -0.034
O 0.1544 0.1668 -0.2831
O -0.2038 0.2194 0.367
O 0.1233 0.107 0.4115
O -0.0121 0.2082 0.3304
O 0.08 0.0122 0.1074
O 0.3492 0.2285 -0.046
O -0.0778 -0.0269 -0.2475
O 0.1067 0.0043 0.2127
O -0.2319 0.1015 -0.3225
O -0.1478 0.2086 0.2733
O -0.2784 0.1141 -0.2423
O -0.2931 0.0592 0.3063
O -0.3386 0.316 0.1707
O 0.0296 0.071 0.1431
O 0.2079 -0.2711 0.1193
O -0.1527 -0.022 -0.0099
O 0.3182 -0.0389 0.1381
O 0.0318 0.5307 0.1546
O -0.044 0.2332 0.1986
O 0.1506 0.3539 0.1603
O 0.2868 -0.1906 -0.2186
O 0.1844 -0.0828 -0.1133
O 0.1331 -0.0004 0.2642
O -0.1639 -0.0912 0.2338
O -0.2129 0.1112 0.2101
O -0.237 0.1402 0.1174
O 0.2564 0.4482 0.1902
O 0.0124 -0.13 0.1719
O -0.1894 -0.0519 -0.0514
O -0.153 0.1236 -0.1395
O 0.0021 -0.2367 -0.0475
O 0.072 -0.0076 -0.1517
O 0.2013 -0.0547 0.1688
O -0.1587 0.255 0.1789
O -0.2439 0.2291 -0.1496
O 0.0857 -0.2077 -0.4249
O -0.0241 -0.5011 -0.0547
O -0.1845 0.229 0.0448
O 0.1178 0.0619 -0.1087
O -0.0693 -0.0465 0.0343
O -0.2584 -0.1263 0.1167
O -0.4658 -0.0286 0.0556
O -0.353 -0.1188 0.029
O -0.2906 0.0017 -0.2025
O -0.2916 -0.1292 0.0217
O -0.1447 0.1811 -0.1894
O -0.0496 0.0103 0.1509
O 0.159 -0.3623 -0.0918
O -0.0862 0.0256 -0.0717
O 0.1578 -0.3338 0.1455
O 0.2123 -0.2631 -0.0618
O -0.0562 0.135 0.1353
O -0.0179 -0.0042 -0.2777
O -0.057 -0.1154 -0.048
O 0.1311 0.1822 -0.3684
O 0.0105 0.1849 0.2291
O -0.3443 -0.0061 -0.2404
O -0.1637 -0.2629 -0.0297
O 0.0205 -0.1872 -0.1596
O -0.0637 0.0143 -0.2355
O 0.0341 0.2052 -0.1949
O -0.1847 0.2983 0.1231
O -0.28 -0.0321 0.1415
O 0.3471 -0.0301 -0.0013
O -0.1925 0.1226 0.1115
O 0.1818 -0.286 -0.0688
O 0.3295 -0.1995 0.2739
O 0.2006 -0.3252 -0.3314
O 0.098 0.4504 -0.0563
O 0.0567 -0.2564 0.1562
O 0.1446 -0.278 -0.133
O -0.2883 0.1735 -0.1867
O 0.0494 0.1764 0.2245
O -0.415 -0.0162 0.0832
O 0.1257 0.2962 -0.262
O -0.1084 0.1493 -0.1948
O 0.407 -0.0687 -0.1657
O 0.0177 -0.1999 0.4304
O 0.0857 -0.1049 -0.1358
O -0.0662 -0.264 0.0614
O -0.2721 0.1412 -0.2632
O 0.2037 -0.2406 0.0111
O -0.4285 -0.0889 -0.0177
O -0.0492 -0.208 -0.1017
O 0.2985 0.1362 0.1749
O 0.0729 0.2603 0.042
O -0.0333 -0.296 -0.2217
O 0.3609 0.0888 -0.0297

The program warned: the cutoff lies below the one the program advises for these potential files; the forces do not sum to zero within the program's tolerance.
